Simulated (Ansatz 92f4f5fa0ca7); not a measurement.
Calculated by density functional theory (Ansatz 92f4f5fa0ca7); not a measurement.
Periodic cell of 181 atoms, Si99O82, from a study of silicon, its oxide and their interface. The atomic structure is a simulated model.

Settings: functional r2SCAN; potential files Ansatz norm-conserving; basis plane waves; wave-function cutoff 1300 eV; density cutoff ratio 4; exchange-correlation grid ratio 1; k mesh 2 x 2 x 1, shifted by 0.5 0.5 0.5 of a step; self-consistency stop 5e-08 eV per atom in the density residual; occupations Fermi-Dirac, 0.05 eV; spin none; net charge 0.

Cell vectors (angstrom)
a  11.5403  0  0
b  0  11.5403  0
c  -3.1492  -3.8807  22.8921

Atoms: element, x, y, z (angstrom)
Si  8.1166  7.5837  -0.6505
Si  2.6383  2.0292  1.325
Si  7.8336  3.1904  2.2446
Si  3.6867  5.4971  -1.5783
Si  1.5198  0.547  -2.3537
Si  5.8845  1.4317  0.3295
Si  7.6074  7.3759  -3.4317
Si  5.6087  3.4212  1.6761
Si  10.7977  6.1497  -0.5133
Si  4.4844  10.201  1.1532
Si  1.7206  -0.0564  0.5707
Si  6.5834  5.8751  1.3452
Si  4.6171  7.1182  1.0117
Si  8.0489  2.3602  -1.4617
Si  9.0658  9.2196  1.6497
Si  11.8151  10.0633  1.6356
Si  12.312  3.3082  2.1118
Si  11.3537  7.1875  1.494
Si  4.2507  -1.9776  3.5277
Si  4.1817  2.229  3.2222
Si  4.0836  7.1285  3.3408
Si  8.0997  -1.1379  3.5199
Si  8.0969  1.304  3.548
Si  7.8024  5.8183  3.3901
Si  11.9373  -0.7742  3.8143
Si  11.9376  1.6597  3.7637
Si  11.9997  5.6323  3.1173
Si  2.3725  -1.4597  4.9076
Si  2.39  2.2608  4.861
Si  2.2524  6.2777  4.5569
Si  6.1804  -1.6554  4.8988
Si  6.1123  2.0311  4.7245
Si  5.8869  6.2576  4.655
Si  9.9328  -1.3726  4.9592
Si  9.9152  2.0634  4.8423
Si  9.9576  6.1396  4.3505
Si  2.2228  8.0832  6.1767
Si  2.5204  0.3513  6.3702
Si  2.3786  4.3319  5.9452
Si  6.0567  7.9147  6.2964
Si  6.0989  0.3002  6.3485
Si  6.0613  4.2126  5.9263
Si  9.9387  8.0339  5.9412
Si  9.973  0.4254  6.4964
Si  9.8921  4.2011  5.7348
Si  4.1226  7.969  7.767
Si  4.3436  0.4537  7.8463
Si  4.1932  4.2564  7.4433
Si  8.0785  7.8043  7.4965
Si  7.9721  0.8545  7.719
Si  8.0857  4.3802  7.2296
Si  11.7833  7.9494  7.3805
Si  12.0466  0.2664  7.6077
Si  11.8416  4.2204  7.0577
Si  4.9122  -2.085  9.5949
Si  5.4358  -1.274  12.4567
Si  6.0266  3.2251  10.3248
Si  8.9046  -0.2195  9.5103
Si  8.2085  -1.5654  11.2124
Si  7.9847  2.9153  9.0093
Si  11.4413  -1.7454  8.7716
Si  11.8699  2.3894  8.4862
Si  11.3906  5.9574  8.5471
Si  3.8467  6  8.9664
Si  4.2301  2.4717  8.9647
Si  4.9776  5.2571  10.9684
Si  7.2005  -2.8406  9.5083
Si  10.1344  2.4247  10.0342
Si  8.9649  5.9831  8.6771
Si  11.2006  -2.3745  11.7328
Si  2.0788  2.9622  9.8573
Si  1.7374  5.3538  9.8845
Si  10.1216  2.5121  20.2454
Si  7.5064  6.961  11.0854
Si  6.1907  5.8243  15.6127
Si  9.7481  7.2285  13.204
Si  5.4624  8.264  18.8589
Si  5.5466  2.927  15.3858
Si  3.6499  10.1706  14.8786
Si  11.455  -0.8202  16.1799
Si  9.2169  0.806  17.6869
Si  7.7324  2.2  15.157
Si  1.0816  -0.2741  13.4794
Si  2.3231  5.0079  12.689
Si  3.9001  7.5774  16.2743
Si  3.141  2.8687  16.9875
Si  2.6523  -0.0401  17.2549
Si  9.9181  5.4375  19.2227
Si  -0.8302  5.8592  17.0475
Si  6.0528  1.568  12.968
Si  3.3578  0.7595  20.0725
Si  0.2625  -1.4881  21.9799
Si  6.737  5.4974  18.6981
Si  8.1803  9.5601  18.223
Si  6.9258  0.0557  22.9183
Si  8.8785  4.9906  14.7187
Si  1.9722  5.3028  15.6801
Si  10.2231  -2.8249  16.0257
Si  0.9531  2.4873  11.8488
O  10.2417  10.2684  1.1449
O  7.4376  1.5068  -0.2084
O  5.7668  -0.0102  24.0897
O  0.9475  0.2928  -0.8519
O  5.5802  -0.1227  0.8724
O  6.407  -0.9757  21.7419
O  1.7723  -2.1339  21.9161
O  8.2605  5.3471  19.2185
O  4.9419  8.7045  0.63
O  3.2574  3.9843  -1.1713
O  8.0927  8.8317  0.402
O  3.1066  -0.9529  0.3534
O  3.9472  -0.2193  21.2117
O  7.9095  4.1463  3.6326
O  9.8848  7.8312  2.0488
O  12.3634  8.5133  1.3258
O  4.5017  -0.5587  9.1759
O  9.7002  -1.7517  11.8274
O  6.4996  2.5277  11.753
O  6.0785  6.3279  11.5813
O  9.9876  0.7764  10.2956
O  9.8158  -1.5142  8.9508
O  7.0331  -1.5869  12.3366
O  6.6254  9.14  18.154
O  7.2924  8.0494  -1.9839
O  9.618  7.1483  -1.112
O  10.4332  6.7712  19.9935
O  -0.4626  -2.2226  20.707
O  3.2533  3.7366  18.3755
O  8.2678  -0.5779  23.5979
O  7.6444  5.7505  -3.227
O  1.6035  5.8448  11.4848
O  8.0499  1.3964  -2.7554
O  5.2846  0.3244  12.2611
O  9.4567  5.2907  16.1875
O  8.3402  7.404  12.4104
O  0.6288  -1.64  12.7738
O  2.2287  1.5305  17.0854
O  11.9217  -2.1997  10.2906
O  8.8376  -2.4515  16.8172
O  10.9886  7.6221  12.2213
O  8.3622  5.8251  10.2461
O  3.9037  4.9389  12.2088
O  4.976  2.2782  13.9806
O  5.2591  4.5354  15.3162
O  5.1459  5.4101  -2.3481
O  0.513  5.2361  16.3674
O  4.652  -2.0834  11.265
O  -0.615  2.8915  11.4554
O  5.2512  7.1341  15.4651
O  1.3661  -0.9813  16.9237
O  2.0789  5.7478  14.1162
O  3.1553  8.7033  15.3775
O  1.0413  0.9903  12.4819
O  10.8989  -4.0547  16.8725
O  6.0004  6.8005  19.3558
O  8.9313  2.2461  21.3422
O  4.2771  8.1197  17.7577
O  2.6011  10.9752  13.9516
O  9.7879  8.1742  14.5348
O  7.4667  6.2405  -0.0033
O  2.8817  6.3527  16.5135
O  7.3808  1.1881  13.8824
O  8.2903  11.1775  18.3412
O  8.4217  1.4931  16.4378
O  9.644  1.8688  18.818
O  9.8609  5.6424  13.5973
O  4.6544  2.3643  16.631
O  10.5693  0.1462  17.117
O  8.8192  8.8229  19.516
O  2.5456  3.7965  15.8264
O  3.7706  6.4131  -0.2092
O  3.8599  11.0597  16.2377
O  10.4615  4.0931  19.9645
O  5.8631  4.1397  18.9398
O  1.6159  3.5468  12.8966
O  0.1173  -0.0312  14.7616
O  6.7776  5.7621  17.1093
O  3.1028  -0.2228  18.793
O  4.968  -1.6307  13.9684
O  8.6907  3.3927  14.559
O  7.4481  5.7799  14.5988

Results
free energy: -49696.966 eV
free energy less fixed offsets of O -463.61, Si -117.95 eV per atom: -3.896 eV
pressure: -1.69 GPa
stress xx, yy, zz, yz, xz, xy (GPa, positive in tension): 1.93, 1.41, 1.74, 0.13, 0.1, -0.19

Forces (eV/angstrom), in the order of the atoms: element, x, y, z
Si  -0.3314  0.1139  -0.3155
Si  0.0432  -0.3409  0.0137
Si  0.1355  0.1985  0.6981
Si  -0.1446  0.1081  -0.1526
Si  -0.0785  0.2398  0.0272
Si  -0.4575  -0.0023  -0.6115
Si  -0.1319  0.0462  -0.2492
Si  0.2065  0.3873  -0.2181
Si  0.0291  0.2678  -0.812
Si  0.0183  0.0217  0.4332
Si  0.1269  0.3161  -0.3763
Si  -0.4151  -0.1934  -0.6434
Si  0.3569  -0.0303  0.3539
Si  -0.0449  -0.2085  -0.4863
Si  -0.005  0.5363  -0.035
Si  0.1507  0.0082  -0.0092
Si  -0.2045  -0.1949  -0.3689
Si  0.2752  0.5631  0.2895
Si  -0.1358  0.1463  -0.1409
Si  -0.0803  0.2414  -0.0193
Si  -0.1838  0.0461  -0.1971
Si  0.0321  0.0639  0.0329
Si  0.0713  -0.3524  0.1065
Si  0.1015  -0.3301  0.3357
Si  -0.1341  -0.0806  0.2756
Si  -0.3487  0.0562  -0.0589
Si  -0.0495  0.0126  0.2939
Si  0.1157  -0.0893  -0.0997
Si  0.3312  0.0466  0.2102
Si  0.084  -0.0358  0.251
Si  0.0273  0.0682  0.2939
Si  -0.0604  -0.4617  0.2271
Si  -0.0156  -0.06  0.2999
Si  0.1361  0.068  0.2961
Si  0.2375  -0.1975  0.211
Si  -0.0833  -0.1528  0.6739
Si  0.0596  -0.0808  0.1302
Si  -0.2156  0.1157  -0.1273
Si  -0.1887  0.0047  0.0944
Si  0.1801  -0.042  0.0311
Si  0.3067  0.0272  -0.2316
Si  -0.436  0.1128  0.1935
Si  0.0526  0.062  -0.2519
Si  -0.1034  0.0485  -0.4149
Si  0.0734  0.0745  0.1591
Si  -0.0639  0.4592  0.035
Si  -0.049  -0.2663  0.6592
Si  0.289  -0.1482  -0.3574
Si  0.0361  0.3087  0.384
Si  0.1196  -0.1923  0.2145
Si  0.3565  -0.1098  -0.2313
Si  -0.1882  -0.0396  -0.082
Si  -0.0912  -0.1004  0.0327
Si  -0.284  0.0502  -0.5274
Si  0.3804  -0.1349  0.3057
Si  0.2758  -0.2935  -0.1219
Si  0.1  -0.2301  0.2013
Si  0.1312  -0.3563  0.9794
Si  -0.6039  0.3811  -0.6215
Si  -0.0332  -0.3695  -0.3383
Si  -0.2788  0.0562  0.4286
Si  0.2385  0.3498  -0.3194
Si  0.1444  -0.0372  0.141
Si  -0.0825  -0.2313  0.1721
Si  -0.341  0.1764  0.1294
Si  0.1209  0.5687  0.5516
Si  -0.283  -0.3354  0.1426
Si  0.6966  -0.7938  0.9567
Si  -0.1951  0.0463  0.2816
Si  0.1049  -0.0678  0.1225
Si  0.0999  -0.0426  0.0998
Si  -0.3791  0.2054  0.4401
Si  0.486  -0.1077  -0.0785
Si  -0.6788  -0.2774  -0.5233
Si  -0.278  0.2427  -0.114
Si  0.1817  -0.1583  -0.0718
Si  -0.1147  0.0018  -0.2715
Si  -0.7905  0.2099  0.0675
Si  -0.1148  -0.0736  0.0742
Si  0.3935  0.1836  -0.0715
Si  -0.1864  -0.2698  -0.2649
Si  0.2889  0.0007  -0.0585
Si  0.2537  0.09  -0.0317
Si  0.0035  0.1908  -0.098
Si  -0.0205  0.1176  0.0863
Si  0.0406  0.0294  0.0089
Si  0.049  -0.1165  -0.1015
Si  -0.253  -0.0394  -0.2941
Si  0.2373  0.1416  -0.4262
Si  -0.4333  -0.2227  -0.1542
Si  0.2097  -0.1742  -0.355
Si  0.3303  -0.2264  -0.0551
Si  -0.3474  0.189  -0.1575
Si  -0.4104  -0.0363  -0.1821
Si  -0.3196  -0.7792  0.1395
Si  -0.1139  0.2058  -0.1383
Si  0.3025  0.0407  0.1602
Si  -0.4276  -0.6296  -0.0041
Si  0.0868  0.0107  -0.2236
O  -0.0379  -0.5701  0.0432
O  -0.133  0.0154  0.0004
O  0.0327  -0.0097  -0.0205
O  0.1751  -0.1342  -0.0947
O  -0.0443  0.2881  -0.1146
O  -0.1118  0.2011  0.2716
O  0.0161  -0.0944  0.2059
O  0.3983  0.0489  0.1216
O  -0.1293  0.1526  -0.1986
O  0.3892  -0.0377  -0.0912
O  0.1571  -0.3507  -0.0816
O  0.1303  0.1203  0.1457
O  0.0551  0.0289  0.0948
O  0.1613  0.2327  -0.9666
O  0.2591  0.2693  -0.2541
O  -0.8209  -0.1747  0.1519
O  -0.0177  0.0359  -0.6675
O  0.1091  -0.1602  0.286
O  -0.1406  0.0059  0.0394
O  0.0294  -0.3503  0.026
O  -0.2425  0.7231  -0.7445
O  0.4222  0.3459  -0.2383
O  0.0779  0.1848  0.2521
O  0.1428  -0.0885  0.2141
O  0.2739  -0.2689  0.3173
O  0.1274  -0.0235  0.1105
O  -0.2171  0.1554  0.2406
O  -0.0681  -0.0511  0.2446
O  0.268  -0.2349  0.0473
O  0.1236  0.1124  0.1491
O  -0.1656  0.0459  0.218
O  0.1972  -0.3409  -0.2541
O  0.0702  0.2475  0.4042
O  0.2697  0.1325  0.1941
O  0.17  -0.0015  -0.0006
O  0.0171  -0.0467  -0.1588
O  -0.2526  0.0157  -0.0657
O  0.2534  -0.0496  0.0711
O  -0.1823  -0.0121  -0.1478
O  0.2245  0.0437  0.1274
O  -0.191  0.1922  -0.0271
O  0.3461  0.1543  -0.471
O  -0.0173  -0.0711  -0.1408
O  0.5618  -0.0172  -0.0733
O  0.3246  -0.2035  0.0865
O  -0.153  -0.0953  0.299
O  -0.123  0.0759  -0.0143
O  -0.0483  0.114  -0.4085
O  -0.1409  -0.1077  -0.3595
O  -0.0163  -0.2581  0.1908
O  -0.1457  0.2417  -0.1566
O  0.0255  -0.2186  0.0052
O  0.1538  0.1462  0.0151
O  -0.2065  0.1407  0.138
O  -0.2359  -0.0073  -0.2025
O  0.1606  -0.1054  -0.1457
O  -0.2894  0.1627  -0.0174
O  0.2564  -0.1071  -0.0111
O  -0.094  -0.0282  0.1609
O  0.159  -0.0616  0.088
O  0.291  0.0952  -0.1841
O  -0.045  -0.1212  -0.1958
O  -0.1954  0.2977  0.0512
O  0.2605  0.0737  -0.0475
O  0.1579  -0.0302  0.0939
O  -0.1488  0.2065  0.2
O  -0.1845  0.2159  0.2407
O  -0.0013  0.2826  -0.2961
O  -0.1575  0.0826  0.1389
O  0.157  -0.1461  0.0221
O  -0.0202  0.0514  0.0461
O  0.244  0.0389  -0.0635
O  -0.2269  -0.0227  -0.0935
O  -0.4773  -0.1078  0.146
O  -0.0089  0.049  0.144
O  0.0046  0.1592  -0.0219
O  0.1404  -0.1159  0.075
O  0.0394  -0.0979  0.0557
O  -0.0603  0.3318  0.199
O  -0.0413  0.1769  -0.2065
O  -0.1042  -0.1024  0.0851
O  0.1676  -0.2083  0.1299
